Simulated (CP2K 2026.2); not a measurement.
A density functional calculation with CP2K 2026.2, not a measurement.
Periodic cell of 504 atoms, Si360O144, from a study of silicon, its oxide and their interface. The atomic structure is a simulated model.
Doubt: the forces sum to 1.05 eV/angstrom along one axis rather than to zero, so they err by at least 0.0021 eV/angstrom per atom on average; the grid cutoff is modest.

Settings: functional PBE; method Gaussian and plane waves; basis set DZVP-MOLOPT-SR-GTH; pseudopotentials GTH-PBE; grid cutoff 300 Ry, relative cutoff 40 Ry; k points Gamma only; occupations fixed; spin none; net charge 0.

Cell vectors (angstrom)
a 16.32 0 0
b 0 16.32 0
c 3.5828 5.8696 34.713

Atoms and the computed forces on them: element, x, y, z (angstrom), force x, y, z (eV/angstrom)
Si 1.659 -1.694 0.025 -0.053 0.194 0.72
Si 3.663 1.752 -0.048 0.481 -0.469 0.6
Si 1.357 3.951 0.382 -0.144 0.245 0.697
Si 4.365 6.549 0.061 -0.174 0.087 0.765
Si 1.276 -6.497 0.129 0.039 -0.293 0.661
Si 3.85 -3.938 0.087 0.196 -0.079 0.749
Si 6.988 -1.636 0.085 -0.028 0.105 0.708
Si 9.767 1.116 0.017 -0.128 0.139 0.748
Si 6.577 4.337 -0.001 0.187 -0.125 0.799
Si 9.377 7.065 -0.079 0.161 -0.26 0.761
Si 7.084 9.182 0.128 -0.042 0.132 0.829
Si -7.061 -3.795 -0.119 0.149 -0.202 0.688
Si -4.421 -1.15 0.186 0.078 -0.009 0.689
Si -1.846 1.597 0.015 0.309 -0.124 0.762
Si -3.899 3.965 0.098 -0.241 0.107 0.719
Si -1.607 6.956 0.189 0.254 -0.118 0.73
Si -3.75 -7.03 0.006 -0.248 0.294 0.71
Si -0.904 -4.254 0.061 -0.295 0.025 0.743
Si 2.746 -0.019 1.251 0.015 0.043 -0.038
Si 5.407 2.733 1.246 -0.007 0.007 -0.065
Si 2.719 5.519 1.423 0.018 0.018 -0.042
Si 5.5 8.074 1.441 -0.002 0.004 -0.058
Si 2.744 -5.397 1.53 0.008 0.023 -0.036
Si 5.445 -2.79 1.382 -0.03 0.003 -0.021
Si 8.161 -0.021 1.32 0.01 0.005 -0.052
Si -5.451 2.718 1.352 -0.004 -0.035 -0.036
Si 8.202 5.477 1.272 -0.02 0.016 -0.055
Si -5.411 8.21 1.292 0.003 0 -0.046
Si 8.209 10.889 1.267 -0.004 -0.009 -0.03
Si -5.577 -2.732 1.396 -0.034 -0.018 -0.036
Si -2.817 0.014 1.427 0.013 -0.008 -0.056
Si -0.187 2.611 1.435 -0.041 -0.013 -0.043
Si -2.752 5.428 1.501 0.004 -0.013 -0.055
Si 0.051 8.182 1.329 0.03 0.021 -0.065
Si -2.647 -5.367 1.247 0.029 -0.008 -0.064
Si 0.108 -2.715 1.46 0.032 0.001 -0.079
Si 1.309 1.265 2.677 0.032 0.003 0.005
Si 4.075 4.069 2.708 0.021 -0.011 0.03
Si 1.373 6.871 2.752 -0.028 -0.024 0.029
Si 4.125 9.483 2.75 0.011 -0.014 0.002
Si 1.398 -4.051 2.883 -0.024 -0.004 0.031
Si 4.117 -1.33 2.68 -0.034 0.003 0.025
Si 6.772 1.369 2.622 0 0.023 -0.003
Si 9.495 4.087 2.664 0.002 0.011 0.012
Si 6.868 6.747 2.774 0.015 -0.014 0.034
Si 9.575 9.572 2.673 -0.009 -0.017 0.025
Si 6.809 12.165 2.705 0.01 -0.015 0.02
Si -6.874 -1.362 2.778 0.004 0.012 0.036
Si -4.126 1.389 2.796 -0.023 0.004 0.046
Si -1.402 4.056 2.824 0.007 -0.005 0.023
Si -4.144 6.827 2.742 0.003 0.017 0.02
Si -1.338 -6.762 2.684 -0.018 0.024 0.017
Si -4.074 -4.071 2.63 0.009 -0.02 0.006
Si -1.36 -1.348 2.697 -0.007 0.005 0.015
Si -0.011 -0.032 4.102 0.004 0.006 0.01
Si 2.684 2.686 4.019 -0.005 0 0.001
Si 0.015 5.455 4.082 0.021 -0.021 -0.013
Si 2.735 8.179 4.123 0.004 0.004 0.009
Si -0.013 -5.443 4.128 0.001 -0.006 -0.009
Si 2.778 -2.657 4.126 0.003 -0.007 0.011
Si 5.454 0.021 4.047 -0.001 -0.012 0.003
Si 8.127 2.724 4.018 -0.005 -0.016 0.002
Si 5.457 5.397 4.092 -0.004 0.007 -0.015
Si 8.209 8.188 4.059 -0.006 0.005 -0.009
Si 5.469 10.845 4.104 0.004 0.017 0.006
Si 8.111 -2.751 4.095 0.008 0.009 -0.011
Si -5.482 -0.004 4.112 -0.003 0.003 -0.003
Si -2.766 2.724 4.167 -0.003 -0.026 -0.004
Si -5.483 5.438 4.074 -0.008 0.004 0.001
Si -2.721 8.191 4.049 0.027 0.003 -0.026
Si -5.395 -5.421 4.052 -0.011 0.019 -0.002
Si -2.736 -2.718 4.031 0.001 -0.002 0.004
Si 1.308 -1.394 16.295 -0.01 -0.021 -0.01
Si 4.03 1.296 16.238 -0.013 -0.011 -0.012
Si 1.293 4.047 16.287 0 -0.008 -0.01
Si 4.081 6.804 16.277 0.002 0.001 -0.001
Si 1.365 -6.788 16.33 0.016 0.001 -0.012
Si 4.053 -4.103 16.286 -0.015 -0.002 0
Si 6.802 -1.374 16.306 -0.005 0.01 -0.01
Si -6.776 1.395 16.308 -0.006 0.011 -0.007
Si 6.852 4.146 16.245 0 0.015 -0.015
Si -6.759 6.817 16.342 -0.004 0.027 0.001
Si 6.823 9.51 16.254 0.014 0.001 -0.011
Si -6.764 -4.085 16.346 0.005 0.013 -0.004
Si -4.051 -1.334 16.332 0.003 0.019 -0.011
Si -1.401 1.322 16.37 0.009 -0.026 0.003
Si -4.081 4.097 16.372 0.003 -0.002 0.001
Si -1.372 6.8 16.366 -0.003 -0.023 -0.004
Si -4.052 9.529 16.378 -0.003 -0.012 -0.015
Si -1.358 -4.101 16.353 0.003 -0.001 0.005
Si 2.647 -0.039 17.642 0.032 0.015 0.013
Si 5.433 2.731 17.42 -0.011 0.001 -0.031
Si 2.628 5.471 17.567 0.024 -0.007 0.013
Si 5.515 8.123 17.611 -0.009 -0.026 -0.026
Si 2.759 -5.476 17.704 0.001 0.011 0.013
Si 5.384 -2.722 17.626 0.016 -0.003 -0.011
Si 8.198 0.001 17.621 0.004 -0.001 0.028
Si -5.445 2.737 17.733 -0.011 -0.012 -0.004
Si 8.208 5.462 17.702 -0.02 -0.01 -0.007
Si -5.407 8.169 17.738 0.001 -0.007 0.003
Si 8.151 10.855 17.64 -0.008 -0.029 0.01
Si -5.37 -2.704 17.681 -0.023 -0.009 -0.015
Si -2.735 -0.031 17.797 0.002 -0.002 0.032
Si -0.03 2.679 17.702 0.008 0.014 -0.001
Si -2.734 5.458 17.759 0.003 0.024 0.024
Si -0.018 -8.116 17.694 0.023 0.017 0.003
Si -2.691 -5.443 17.767 0.007 -0.006 0.002
Si 0.001 -2.754 17.712 0.011 0.009 0.026
Si 1.316 1.292 19.062 -0.023 -0.008 -0.015
Si 4.026 4.028 18.72 -0.019 -0.011 -0.038
Si 1.332 6.834 19.011 0.031 -0.018 -0.016
Si 4.19 -6.883 18.983 -0.01 0.015 -0.032
Si 1.386 -4.116 19.063 0.003 0.012 -0.029
Si 3.996 -1.391 18.993 -0.033 -0.013 -0.023
Si 6.777 1.45 18.796 0.019 0.012 -0.043
Si -6.761 4.135 19.117 0.017 -0.005 -0.012
Si 6.848 6.821 19.052 0.004 0.039 -0.002
Si -6.8 9.55 19.044 -0.001 -0.024 -0.02
Si 6.727 -4.117 18.931 -0.016 -0.004 -0.029
Si 9.567 -1.361 19.006 -0.012 0.012 -0.024
Si -4.149 1.355 19.134 0.005 -0.018 -0.007
Si -1.386 4.032 19.071 -0.005 -0.011 -0.022
Si -4.05 6.853 19.176 -0.001 0.018 -0.039
Si -1.336 -6.805 19.159 0.002 -0.014 0.018
Si -3.992 -4 19.103 -0.024 0.049 -0.005
Si -1.343 -1.441 19.149 -0.005 -0.007 -0.035
Si 0.005 -0.065 20.514 -0.009 -0.009 0.043
Si 2.737 2.757 20.194 0.002 0.016 0.045
Si -0.075 5.495 20.356 -0.031 0.016 0.014
Si 2.856 8.072 20.334 0.006 -0.02 0.027
Si 0.099 -5.498 20.495 0.027 0.008 0.066
Si 2.733 -2.773 20.459 0.026 -0.022 0.054
Si 5.333 0.169 20.081 -0.049 0.029 0.016
Si 8.09 2.726 20.274 0.003 0.001 0.083
Si 5.365 5.319 20.069 0 0 0.047
Si 8.224 8.163 20.485 0.003 -0.017 0.087
Si 5.501 -5.517 20.375 -0.007 -0.007 0.049
Si 8.055 -2.7 20.194 -0.018 0.027 0.013
Si -5.467 -0.064 20.523 0.013 -0.002 0.051
Si -2.763 2.709 20.488 0.007 0.002 0.038
Si -5.39 5.455 20.567 -0.003 -0.014 0.069
Si -2.713 -8.062 20.616 -0.024 -0.009 0.032
Si -5.51 -5.24 20.332 -0.033 0.003 0.021
Si -2.599 -2.828 20.648 0.061 0 0.053
Si 1.183 -1.653 21.841 0.109 0.175 -0.759
Si 4.279 1.656 21.554 -0.17 -0.093 -0.721
Si 1.584 4.319 21.463 -0.091 -0.041 -0.691
Si 3.911 6.352 21.545 0.077 0.222 -0.718
Si 1.734 -6.732 21.666 -0.176 -0.046 -0.728
Si 3.872 -4.464 21.669 0.096 0.223 -0.813
Si 6.788 -1.095 21.274 0.053 -0.131 -0.648
Si -7.293 1.043 21.57 0.304 0.107 -0.745
Si 6.45 3.853 21.49 0.199 0.022 -0.692
Si -6.403 7.161 21.843 -0.403 -0.355 -0.681
Si 7.192 -6.466 21.743 -0.164 -0.164 -0.768
Si 9.231 -4.057 21.648 0.145 0.088 -0.659
Si -3.795 -1.196 21.859 -0.236 -0.149 -0.75
Si -1.638 1.097 21.766 0.221 0.089 -0.795
Si -3.849 4.267 21.917 -0.101 -0.096 -0.647
Si -1.608 6.53 21.851 0.062 0.189 -0.723
Si -4.355 -6.67 21.724 0.408 0.127 -0.577
Si -0.919 -4.016 22.034 -0.306 -0.124 -0.714
Si -3.558 -6.078 -2.923 -0.036 -0.002 0.077
Si 2.082 5.584 -6.925 0.038 0.131 -0.032
Si -1.527 -3.828 -2.836 0.03 0.018 0.067
Si 0.24 7.99 23.971 -0.03 -0.02 -0.048
Si 7.215 -3.746 25.616 0.035 0.018 0.076
Si 2.663 1.928 -2.913 0.012 -0.005 0.302
Si -2.025 0.35 -2.894 -0.001 0.002 0.197
Si -7.826 3.053 -2.142 0.006 -0.032 0.257
Si 5.89 -3.714 -4.141 -0.154 0.028 -0.044
Si -0.474 7.461 -6.856 0.039 -0.146 -0.077
Si -3.564 5.406 -4.515 -0.068 0.034 -0.074
Si 4.343 -0.904 25.839 0.097 0.1 -0.034
Si 2.503 8.011 -1.9 0.018 0.075 -0.01
Si 5.31 3.765 25.941 0.085 0.014 -0.057
Si -7.86 -3.417 -5.282 0.088 0.033 0.046
Si -5.859 -4.027 -3.041 0.064 0.048 0.168
Si -5.803 -2.118 23.897 0.023 -0.1 -0.081
Si 5.448 -2.704 23.571 0.046 -0.004 -0.128
Si -6.33 -4.138 26.079 -0.028 -0.012 0.053
Si 0.662 -2.807 -4.793 -0.053 0.024 0.048
Si 1.24 6.365 26.457 -0.018 -0.07 -0.103
Si -1.702 3.005 -4.135 0.097 0.108 -0.008
Si 5.37 -5.692 -2.092 -0.108 0.092 0.15
Si 5.967 5.786 23.67 -0.028 -0.019 -0.186
Si -6.819 0.872 24.402 0.023 0.072 -0.005
Si -0.129 6.764 -2.316 -0.065 0.04 -0.035
Si -4.904 3.161 24.766 -0.026 0.061 -0.136
Si -1.917 8.003 -4.163 -0.081 0.127 0.064
Si -5.576 5.286 -2.228 0.068 0.068 0.12
Si 6.112 -0.879 -2.748 0.034 0.006 0.146
Si -0.048 3.775 26.544 0.133 0.052 -0.028
Si 3.71 -7.266 -4.284 0.017 -0.048 -0.014
Si 7.111 -7.848 24.519 0.1 -0.019 -0.137
Si 6.828 1.122 26.135 -0.132 -0.047 -0.051
Si -3.816 -1.946 -2.634 -0.05 -0.045 0.107
Si 0.253 2.511 23.733 0.034 -0.094 -0.135
Si -2.798 5.519 -7.564 -0.018 -0.017 0.093
Si 1.832 2.699 -7.69 0.038 -0.06 0.064
Si -1.176 2.91 -7.08 0.027 0.024 0.014
Si -6.539 5.317 26.432 0.004 -0.076 0.007
Si -4.269 -6.156 24.756 -0.035 0.058 -0.161
Si 3.348 -0.134 -7.218 0.003 0.121 -0.079
Si 3.196 -4.538 -5.524 0.056 -0.014 0.097
Si -1.214 -5.664 24.847 0.032 0.083 -0.183
Si 7.459 1.238 -4.302 -0.065 -0.029 0.109
Si 0.598 4.122 -2.576 0.068 0.029 -0.022
Si -0.822 -1.973 -7.439 -0.067 0.095 0.021
Si -6.51 -2.538 -7.697 -0.065 0.048 -0.006
Si 2.498 0.341 23.852 0.029 -0.026 -0.213
Si -8.014 -0.692 -6.154 0.007 0.004 -0.058
Si 0.799 -0.635 -2.844 0.057 0.033 0.078
Si -6.296 7.786 24.771 -0.041 0.059 -0.229
Si 4.576 0.718 -4.602 0.119 0.01 0.041
Si 4.562 7.207 -6.574 -0.001 -0.021 -0.036
Si 1.362 -1.356 5.474 0.01 -0.001 0.014
Si 4.065 1.36 5.405 -0.009 0.007 0.004
Si 1.369 4.069 5.415 0.01 -0.013 0.021
Si 4.097 6.783 5.439 0.01 0 0.006
Si 1.364 9.528 5.471 0.002 0.008 0.019
Si 4.115 12.246 5.445 -0.003 0.008 0.012
Si 6.778 -1.357 5.435 -0.007 -0.003 0.012
Si 9.476 1.376 5.426 -0.007 0.001 0.009
Si 6.802 4.053 5.447 -0.007 -0.001 0.009
Si 9.518 6.811 5.445 -0.009 0.001 0.005
Si 6.834 9.504 5.45 0.005 -0.022 0.019
Si -6.786 12.24 5.419 0 -0.014 0
Si -4.084 -1.366 5.425 0.007 0.014 0.005
Si -1.364 1.349 5.456 0.001 0.009 0.022
Si -4.125 4.103 5.47 -0.008 -0.005 0.021
Si -1.368 6.816 5.418 -0.01 0 0.004
Si -4.069 -6.787 5.431 0.007 -0.002 0.018
Si -1.388 -4.067 5.437 0.001 -0.009 0.008
Si 2.722 0.017 6.806 0.001 0.001 0.003
Si 5.427 2.703 6.793 -0.003 -0.009 0.003
Si 2.728 5.423 6.79 -0.007 -0.011 -0.005
Si 5.455 8.147 6.798 0.003 0 0.005
Si 2.732 10.896 6.804 -0.007 0.005 0.007
Si 5.447 -2.714 6.818 0.002 0.003 -0.003
Si 8.142 0.002 6.794 -0.006 -0.005 -0.002
Si 10.842 2.723 6.804 -0.011 0.009 0.003
Si 8.153 5.44 6.795 -0.004 0 0.003
Si -5.427 8.167 6.793 0.009 -0.006 0.002
Si -8.133 10.879 6.797 0 0.011 -0.002
Si -5.44 -2.721 6.793 -0.003 -0.004 -0.002
Si -2.727 -0.014 6.801 0.002 -0.004 0.003
Si 0.002 2.725 6.792 0.01 0 0.001
Si -2.727 5.46 6.793 -0.001 0.006 -0.001
Si -0.004 8.154 6.802 0.011 -0.005 -0.004
Si -2.729 -5.431 6.807 0.001 0.003 0.001
Si -0.01 -2.727 6.804 0.004 -0.003 0.006
Si 1.359 1.373 8.162 0.007 0.007 -0.003
Si 4.081 4.071 8.161 0 0.004 0.001
Si 1.36 6.785 8.149 0.001 -0.001 -0.004
Si 4.09 9.517 8.149 0.006 -0.002 -0.009
Si 1.357 -4.081 8.162 0.003 -0.008 0.005
Si 4.075 -1.355 8.165 -0.012 -0.016 -0.003
Si 6.784 1.351 8.164 -0.009 -0.009 -0.004
Si 9.505 4.087 8.168 0 -0.002 0.001
Si 6.801 6.792 8.168 -0.007 -0.005 0.002
Si -6.784 9.521 8.162 -0.01 0 -0.002
Si 6.822 -4.077 8.156 0 0.014 -0.003
Si -6.802 -1.356 8.148 0.002 0.012 -0.004
Si -4.096 1.358 8.145 -0.001 0.006 -0.005
Si -1.364 4.087 8.144 0.003 -0.01 -0.007
Si -4.074 6.813 8.162 0.003 0.005 0.002
Si -1.361 -6.797 8.156 0.002 -0.002 0.002
Si -4.089 -4.077 8.166 0 -0.001 0
Si -1.366 -1.365 8.166 -0.001 0.001 -0.005
Si -0.004 0.003 9.512 0.008 0.005 0.003
Si 2.716 2.723 9.53 0 -0.001 0
Si -0.005 5.437 9.516 0.005 0.001 0
Si 2.721 8.153 9.505 -0.001 0.002 -0.002
Si -0.001 -5.445 9.519 0.003 -0.006 0
Si 2.715 -2.717 9.517 -0.004 0.017 0.005
Si 5.435 -0.005 9.532 -0.001 0.003 -0.003
Si 8.149 2.716 9.52 -0.012 0.005 -0.006
Si 5.438 5.433 9.523 0 -0.003 -0.002
Si -8.15 8.16 9.515 -0.001 -0.007 -0.004
Si 5.452 -5.441 9.505 -0.001 0.002 -0.007
Si -8.149 -2.717 9.522 0.003 -0.006 0.002
Si -5.445 -0.001 9.516 -0.006 -0.009 -0.001
Si -2.727 2.722 9.497 -0.004 0.004 0.001
Si -5.439 5.446 9.511 -0.001 -0.007 -0.004
Si -2.715 -8.154 9.525 0 0.002 -0.001
Si -5.435 -5.439 9.532 0.001 0.002 0
Si -2.727 -2.722 9.526 0.004 -0.006 0.004
Si 1.352 -1.361 10.872 -0.001 -0.008 0.002
Si 4.071 1.355 10.887 0.001 -0.001 0.002
Si 1.349 4.081 10.885 0.008 -0.005 0.007
Si 4.075 6.797 10.876 0.002 -0.008 0.002
Si 1.357 9.507 10.87 -0.001 0.001 0.001
Si 4.084 -4.086 10.862 0.001 -0.008 -0.012
Si 6.807 -1.362 10.884 -0.007 0.004 -0.002
Si 9.519 1.36 10.879 -0.002 0.004 -0.002
Si 6.797 4.075 10.884 -0.003 -0.003 0.002
Si -6.789 6.806 10.877 -0.002 0.002 0.001
Si -9.508 9.527 10.87 -0.007 0.005 -0.007
Si -6.791 -4.074 10.889 -0.003 0.001 0.002
Si -4.088 -1.359 10.883 -0.001 0.013 -0.002
Si -1.373 1.361 10.865 0.001 -0.002 -0.004
Si -4.077 4.084 10.863 -0.008 0.009 -0.005
Si -1.36 6.797 10.883 0.007 -0.003 0.007
Si -4.069 -6.797 10.889 0.004 0 0.005
Si -1.366 -4.087 10.879 -0.003 0.001 0
Si 2.705 -0.009 12.24 -0.003 0.007 0.005
Si 5.435 2.714 12.242 -0.005 -0.002 -0.012
Si 2.71 5.442 12.244 -0.002 0.009 0.002
Si 5.444 8.169 12.217 0.01 0.001 -0.004
Si 2.714 10.878 12.217 0.007 0.002 -0.001
Si 5.446 -2.736 12.227 -0.007 0.001 -0.002
Si 8.168 -0.002 12.248 -0.003 0 -0.001
Si 10.892 2.725 12.225 0.005 0.007 -0.006
Si 8.171 5.44 12.225 -0.008 -0.007 -0.002
Si -5.424 8.158 12.243 -0.007 0.001 0
Si -8.147 10.877 12.242 0 -0.002 0
Si -5.433 -2.719 12.258 0.002 -0.009 0.003
Si -2.726 0.003 12.236 0.005 -0.003 0.006
Si -0.025 2.72 12.234 0.002 -0.003 0.006
Si -2.73 5.439 12.24 -0.008 -0.012 0.001
Si -0.001 8.156 12.245 0.002 0.001 0.005
Si -2.713 -5.441 12.258 0.001 0.003 0.008
Si -0.01 -2.72 12.228 0.003 0.003 -0.002
Si 1.319 1.344 13.587 0.003 -0.002 0.006
Si 4.07 4.072 13.594 0.016 -0.011 0.003
Si 1.348 6.795 13.614 0.012 -0.009 0.007
Si 4.075 9.523 13.573 -0.011 0.007 -0.001
Si 1.344 -4.091 13.576 -0.005 0.014 -0.006
Si 4.069 -1.391 13.576 0.01 -0.01 0.001
Si 6.802 1.36 13.599 -0.011 0.007 0.002
Si 9.546 4.093 13.581 -0.008 -0.001 -0.001
Si 6.817 6.817 13.566 -0.01 0.005 0.001
Si -6.77 9.525 13.601 0.001 -0.014 0.004
Si 6.814 -4.082 13.597 -0.003 -0.012 0
Si 9.531 -1.354 13.62 -0.002 0.006 0.002
Si -4.072 1.375 13.599 -0.01 0.005 0
Si -1.39 4.07 13.606 0 0.009 0.004
Si -4.071 6.804 13.617 0.003 -0.004 0
Si -1.356 9.512 13.618 0.005 -0.004 0.001
Si -4.07 -4.079 13.622 0.004 0.007 0.004
Si -1.375 -1.371 13.592 0.002 0.004 -0.004
Si -0.045 -0.01 14.964 -0.005 0.002 -0.003
Si 2.68 2.704 14.929 -0.003 0.007 -0.002
Si -0.046 5.439 14.958 0.007 -0.004 -0.002
Si 2.717 8.178 14.948 0.001 -0.003 0.002
Si 0.003 -5.436 14.967 0.006 0.003 0.001
Si 2.691 -2.739 14.938 0.009 0.003 -0.003
Si 5.437 -0.038 14.921 -0.004 -0.001 -0.006
Si 8.189 2.737 14.927 0 0 0.001
Si 5.447 5.465 14.908 0.002 -0.003 -0.002
Si 8.198 8.148 14.939 -0.01 -0.004 -0.012
Si 5.437 10.875 14.931 0.001 -0.001 0.004
Si 8.181 -2.736 14.971 0 0.005 0.008
Si -5.415 0.02 14.964 0 0.006 0.003
Si -2.734 2.717 15.003 0.005 0.003 0.005
Si -5.426 5.439 14.976 -0.01 -0.001 0
Si -2.717 8.162 14.993 0.006 0.01 0.002
Si -5.415 -5.448 14.987 -0.002 -0.007 0.002
Si -2.707 -2.724 14.985 -0.007 -0.001 0.001
O 2.699 5.369 22.051 0.071 -0.073 0.2
O 1.896 -0.998 23.157 0.232 -0.118 0.219
O -7.752 -4.622 25.44 -0.047 -0.483 -0.286
O -6.551 6.846 23.447 -0.217 -0.272 0.019
O -4.16 -6.586 -1.507 -0.223 -0.102 0.048
O 3.419 6.113 -6.141 0.113 -0.167 0.672
O 2.762 -2.824 -0.437 0.034 0.204 -0.675
O -5.206 -5.235 25.714 -0.037 -0.238 0.445
O 3.804 7.294 -1.275 0.16 0.14 -0.534
O -2.709 5.396 22.345 0.186 0.042 0.124
O 2.546 5.416 26.705 0.54 0.224 -0.192
O -0.898 3.222 -5.52 0.308 0.241 -0.02
O 2.503 2.868 0.039 -0.019 0.036 -0.059
O -1.06 1.817 23.108 -0.247 0.167 0.663
O -2.669 8.108 -0.246 0.098 0.025 -0.587
O -0.679 3.213 -2.911 -0.041 -0.221 0.375
O 4.41 -4.723 -1.226 -0.12 -0.251 0.07
O 1.253 -7.61 22.945 0.441 -0.345 0.286
O 6.306 -6.572 -1.159 0.053 0.036 -0.442
O 4.836 6.632 22.863 -0.195 0.473 0.317
O 6.024 6.592 -7.045 0.364 0.034 0.479
O -3.449 -0.418 -2.981 -0.569 0.437 -0.033
O -6.381 -4.305 -1.52 -0.005 -0.412 0.029
O 2.774 -5.569 22.181 -0.158 -0.049 0.609
O 0.927 3.522 22.698 -0.164 0.132 0.051
O 6.071 -7.314 25.619 -0.08 0.428 -0.047
O -4.331 -1.876 23.253 0.55 -0.208 0.135
O -7.054 1.712 23.032 0.058 0.76 0.383
O -0.332 -4.872 25.966 0.052 0.476 -0.041
O 7.903 -0.099 21.922 -0.2 -0.021 0.659
O -4.955 5.627 -3.693 -0.199 0.242 -0.398
O -0.764 -0.587 -3.272 -0.114 -0.283 -0.186
O -2.74 -0.009 22.275 -0.079 0.031 0.491
O 5.987 1.427 -4.961 0.017 0.357 -0.657
O 6.702 -7.075 23.165 -0.283 0.1 0.061
O -1.153 -3.419 -1.317 0.24 0.709 0.003
O -0.818 7.053 23.177 0.039 -0.067 0.26
O -0.153 3.394 24.993 -0.023 0.552 -0.104
O -3.757 -2.039 -1.017 0.51 -0.551 0.062
O -1.883 4.192 -7.757 0.038 0.148 -0.678
O -8.118 8.137 -0.466 -0.012 0.224 -0.379
O 6.122 -0.993 -1.144 -0.239 0.164 0.216
O 7.566 -2.594 26.74 -0.11 0.646 -0.048
O -3.143 -7.28 -3.932 -0.218 -0.114 -0.37
O -5.403 -7.882 21.964 -0.091 -0.011 -0.1
O -0.567 -7.14 24.697 0.07 -0.197 0.499
O -7.837 -1.819 -5.004 -0.23 0.04 0.614
O 4.754 -0.208 -3.289 -0.586 -0.038 0.164
O -2.833 2.831 -0.385 -0.223 0.158 -0.096
O -2.274 -2.693 -7.515 -0.055 -0.68 0.407
O -4.554 3.572 23.225 -0.534 -0.254 0.139
O -3.619 5.499 -6.142 -0.449 -0.016 0.14
O -2.988 3.967 -4.081 -0.137 -0.388 0.272
O -2.233 1.689 -7.182 -0.325 0.007 0.457
O -8.066 -5.277 22.152 0.113 0.058 0.176
O -1.212 6.262 -1.228 -0.167 -0.704 0.032
O 2.956 -6.067 -5.048 -0.507 -0.122 -0.161
O 5.242 4.836 24.742 -0.208 -0.126 -0.198
O 1.427 -1.687 -3.9 0.405 0.215 0.015
O -4.162 -5.85 23.146 0.363 0.22 -0.001
O 2.265 -1.308 -7.458 -0.196 -0.139 0.44
O 1.799 -3.748 -5.437 -0.169 0.136 -0.631
O 1.213 7.138 -1.516 0.009 -0.21 0.564
O 5.772 -1.666 22.404 -0.635 0.363 0.004
O -0.036 5.394 26.7 -0.583 0.324 0.061
O -4.95 -7.627 24.796 0.097 -0.168 0.253
O 3.511 1.871 -4.276 -0.027 0.528 -0.426
O 6.894 4.839 22.724 0.41 0.104 0.256
O 0.145 -5.436 -0.382 -0.062 0.247 -0.188
O 6.304 -4.8 -3.031 0.587 0.116 -0.256
O 0.956 -1.14 -1.324 -0.34 0.239 0.177
O -0.249 -2.101 -5.934 -0.139 0.465 0.324
O 3.702 1.633 -1.682 0.641 -0.282 -0.24
O -4.722 -5.101 -3.48 -0.001 -0.199 -0.581
O 2.607 1.319 -7.301 -0.166 -0.184 -0.074
O 2.203 -6.891 -1.173 0.444 0.288 -0.365
O -3.464 3.14 25.512 0.542 -0.113 -0.156
O -8.149 0.802 25.304 -0.066 -0.103 -0.046
O -7.188 1.815 -1.312 -0.201 -0.272 -0.182
O 6.869 -3.162 24.173 0.171 -0.115 -0.423
O 3.616 0.969 22.867 0.417 -0.175 0.158
O -4.421 4.714 -1.25 0.308 0.05 -0.192
O -8.16 5.377 26.484 0.046 -0.008 -0.546
O 7.347 0.071 -3.178 0.512 -0.065 0.336
O -1.226 -4.801 23.45 -0.038 -0.16 0.059
O 1.091 7.064 24.995 0.442 -0.303 -0.198
O -5.446 -0.014 -0.45 -0.018 0.134 -0.49
O 7.234 3.672 -1.338 -0.311 -0.065 -0.248
O -2.147 -5.311 -2.739 0.399 -0.328 0.055
O 8.097 -2.696 -0.52 0.003 -0.137 -0.498
O -0.735 8.072 -3.048 0.056 0.636 0.049
O 0.121 -2.788 22.384 0.119 0.032 0.508
O -0.276 -3.732 -3.84 0.039 -0.354 0.027
O -7.855 0.763 -5.479 0.516 0.442 -0.102
O -5.966 4.226 25.382 -0.416 -0.105 -0.25
O 2.002 3.978 -6.69 0.166 -0.199 0.646
O 5.402 2.73 22.084 -0.019 -0.002 0.552
O 4.356 -3.865 -4.613 -0.351 0.261 -0.051
O -2.527 6.524 -4.019 0.233 -0.178 0.342
O 1.306 1.372 24.129 0.022 -0.157 0.736
O -7.647 -7.63 24.925 0.009 0.332 0.187
O -6.062 6.794 26.011 0.374 0.172 0.336
O 3.995 -0.232 -5.753 0.205 -0.562 0.223
O 5.693 -0.044 26.088 -0.019 0.1 0.398
O 1.977 3.39 -2.951 0.085 0.393 -0.48
O 6.916 6.874 24.361 0.417 -0.276 0.154
O 6.925 -3.918 -5.363 -0.155 -0.123 -0.582
O -2.216 1.5 -3.991 -0.557 -0.086 -0.196
O -5.801 -2.769 25.376 0.048 0.132 0.173
O 5.437 5.424 -0.47 -0.059 0.161 -0.4
O 2.637 8.108 -3.515 -0.531 -0.302 -0.416
O -6.467 -0.658 24.028 -0.336 0.006 0.092
O -6.571 -3.156 22.909 -0.11 0.006 0.201
O 5.947 -4.561 26.205 -0.176 -0.003 -0.475
O 6.179 -2.313 -3.434 0.06 0.136 0.18
O -6.715 4.173 -2.394 0.079 0.018 -0.355
O -4.931 -2.724 -7.482 -0.066 -0.279 0.116
O -5.251 -2.512 -3.121 -0.173 0.33 -0.502
O 4.605 -3.952 23.026 0.063 -0.274 0.556
O 0.666 4.419 -1 -0.318 0.348 -0.023
O 0.693 6.351 -6.522 -0.09 -0.283 0.486
O -6.897 -1.01 -7.272 0.292 0.5 -0.315
O 3.16 0.043 25.287 -0.31 0.054 0.322
O 0.22 2.491 -7.798 -0.248 -0.222 -0.06
O 1.489 0.816 -2.941 -0.15 0.174 -0.279
O -1.728 6.753 -7.637 -0.02 0.221 -0.436
O 4.587 -2.005 24.702 -0.42 -0.067 0.143
O 7.994 2.568 -3.593 -0.262 0.306 -0.633
O -2.693 -2.849 -3.344 -0.099 0.289 -0.345
O 3.7 -4.535 -7.048 0.713 -0.052 0.174
O 6.827 -0.86 -6.818 -0.37 -0.368 0.202
O -6.257 6.565 -1.484 0.328 0.107 -0.352
O -7.069 -4.158 -4.093 -0.092 -0.228 0.099
O 4.647 -8.068 -5.347 0.294 0.089 -0.1
O -7.205 -3.642 -6.737 -0.151 -0.646 -0.335
O -5.556 1.686 25.016 0.048 -0.221 0.145
O 0.314 5.55 -3.304 -0.024 0.023 -0.795
O -2.755 -5.942 25.305 0.018 -0.099 0.344
O 3.831 3.205 26.278 -0.258 -0.687 -0.198
O -1.163 8.157 -5.569 0.057 0.286 -0.104
O 0.24 -7.612 -7.602 -0.172 0.051 0.353
O -1.608 0.863 -1.413 0.445 -0.344 0.149
O 4.572 -6.684 -3.063 0.289 -0.163 0.257
O 6.23 2.507 25.548 0.407 0.076 -0.417

Results
total energy: -101654.407 eV
total energy less fixed offsets of O -438.25, Si -107.07 eV per atom: -1.207 eV
